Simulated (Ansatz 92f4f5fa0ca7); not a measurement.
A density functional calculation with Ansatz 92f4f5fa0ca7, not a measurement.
Periodic cell of 240 atoms, Si148O92, from a study of silicon, its oxide and their interface. The atomic structure is a simulated model.
Doubt: the cutoff is far below the 930 eV that the study's wrapper takes by default for these files, so forces and energies are approximate.

Settings: functional PBE; potential files Ansatz PAW; basis plane waves; wave-function cutoff 580 eV; density cutoff ratio 5; exchange-correlation grid ratio 1; k mesh 1 x 1 x 1, Gamma-centred; self-consistency stop 5e-08 eV per atom in the density residual; occupations fixed; spin none; net charge 0.

Cell vectors (angstrom)
a, 11.6015, 0, 0
b, 0, 10.938, 0
c, 0, 0, 33.0352

Atoms and the computed forces on them: element, x, y, z (angstrom), force x, y, z (eV/angstrom)
Si, -0.1595, 0.0044, 24.4802, -0.0412, -0.2193, -0.0832
Si, 3.9585, -0.1133, 24.498, 0.0456, -0.3521, -0.0383
Si, 7.851, 0.0466, 24.5111, 0.1049, -0.3066, -0.1978
Si, 1.9456, 1.0739, 24.266, -0.1804, 0.0261, -0.7127
Si, 5.8474, 1.1979, 24.2644, 0.0064, 0.1783, -0.6056
Si, 9.6622, 1.5282, 24.4391, -0.1073, 0.4609, -0.2468
Si, 0.1078, 5.772, 24.1211, -0.1737, -0.2363, -0.6264
Si, 3.9062, 5.4873, 24.2114, 0.1293, -0.3788, -0.4987
Si, 7.7949, 5.4067, 24.4244, 0.0245, -0.3897, -0.2468
Si, 2.097, 7.0472, 24.1169, 0.1013, 0.3837, -0.5602
Si, 5.8929, 6.7334, 24.2712, 0.0727, 0.2672, -0.5034
Si, 9.6458, 6.8508, 24.3316, 0.0444, 0.2833, -0.2964
Si, 1.9385, 2.6964, 26.0555, -0.0217, 0.1384, 0.3057
Si, 5.8182, 2.7204, 26.1234, 0.0604, 0.2411, 0.1003
Si, 9.7425, 2.8704, 26.3056, -0.0382, 0.1349, 0.1612
Si, 0.0905, 4.2243, 26.049, -0.011, -0.0924, 0.2062
Si, 3.8669, 4.0983, 26.1303, 0.0174, -0.1787, 0.2858
Si, 7.7445, 4.1071, 26.3396, 0.033, -0.172, 0.1918
Si, 1.9815, 8.197, 26.2062, 0.0144, 0.3086, 0.2714
Si, 5.8643, 8.1715, 26.2065, -0.0621, 0.1749, 0.1178
Si, 9.6972, 8.1756, 26.31, 0.0373, 0.2607, 0.0958
Si, 0.0236, 9.5858, 26.3684, -0.0282, -0.3341, 0.1412
Si, 3.9294, 9.5326, 26.4034, -0.0623, -0.265, 0.1348
Si, 7.7817, 9.5661, 26.3679, -0.008, -0.1629, 0.0953
Si, 0.0378, 0.0255, 28.2547, -0.0181, 0.1284, -0.0509
Si, 3.8802, 0.0292, 28.2521, 0.0551, 0.1878, -0.143
Si, 7.7552, 0.0407, 28.2411, -0.0281, 0.1358, -0.1133
Si, 1.9491, 1.4183, 28.1376, 0.0267, -0.0707, -0.0604
Si, 5.8115, 1.4087, 28.1506, -0.0511, -0.1405, -0.012
Si, 9.7122, 1.405, 28.1943, 0.0363, -0.1227, -0.0424
Si, 0.0418, 5.4325, 28.1415, 0.0847, 0.1293, -0.0537
Si, 3.8774, 5.4256, 28.1501, -0.0627, 0.1145, -0.0933
Si, 7.7306, 5.4722, 28.2437, 0.0033, 0.1643, -0.0774
Si, 1.9558, 6.8295, 28.1708, -0.0306, -0.0884, -0.0701
Si, 5.8019, 6.8285, 28.1783, 0.0331, -0.1111, -0.0597
Si, 9.6957, 6.7932, 28.2277, -0.0138, -0.0652, -0.1822
Si, 1.9336, 2.7345, 30.1359, 0.0133, 0.0908, -0.2156
Si, 5.8008, 2.7345, 30.1359, 0.0216, 0.0785, -0.2133
Si, 9.6679, 2.7345, 30.1359, 0.0425, 0.109, 0.0827
Si, 0, 4.1018, 30.1359, 0.0618, -0.037, -0.2559
Si, 3.8672, 4.1018, 30.1359, 0.0161, -0.0402, -0.1475
Si, 7.7343, 4.1018, 30.1359, -0.0359, -0.1196, 0.2277
Si, 1.9336, 8.2035, 30.1359, 0.0559, -0.0623, -0.249
Si, 5.8008, 8.2035, 30.1359, -0.088, 0.0206, -0.247
Si, 9.6679, 8.2035, 30.1359, 0.0689, -0.0238, -0.0468
Si, 0, 9.5708, 30.1359, 0.062, -0.007, 0.2552
Si, 3.8672, 9.5708, 30.1359, -0.021, 0.0331, 0.278
Si, 7.7343, 9.5708, 30.1359, 0.0165, 0.0518, 0.1069
Si, 0, 0, 32.0695, 0.0041, 0.0129, 0.0833
Si, 3.8672, 0, 32.0695, 0.0128, 0.0338, 0.0881
Si, 7.7343, 0, 32.0695, -0.0015, 0.0335, 0.0945
Si, 1.9336, 1.3673, 32.0695, 0.0114, -0.1359, -0.055
Si, 5.8008, 1.3673, 32.0695, -0.0196, -0.0505, -0.1096
Si, 9.6679, 1.3673, 32.0695, -0.009, -0.0843, -0.0009
Si, 0, 5.469, 32.0695, 0.0094, 0.0717, -0.1155
Si, 3.8672, 5.469, 32.0695, -0.0175, 0.1166, -0.0571
Si, 7.7343, 5.469, 32.0695, -0.0049, 0.0064, -0.0232
Si, 1.9336, 6.8362, 32.0695, -0.0213, -0.0238, -0.0117
Si, 5.8008, 6.8362, 32.0695, 0.0221, -0.0892, 0.0249
Si, 9.6679, 6.8362, 32.0695, 0.0071, -0.0295, 0.0676
Si, 1.9336, 2.7345, 0.9679, -0.0469, -0.0264, 0.116
Si, 5.8008, 2.7345, 0.9679, -0.0131, -0.0472, -0.1621
Si, 9.6679, 2.7345, 0.9679, -0.0426, 0.0017, 0.1662
Si, 0, 4.1018, 0.9679, -0.047, -0.2011, -0.3522
Si, 3.8672, 4.1018, 0.9679, -0.0257, -0.0192, 0.1452
Si, 7.7343, 4.1018, 0.9679, -0.0168, 0.0627, 0.1493
Si, 1.9336, 8.2035, 0.9679, 0.0819, 0.2166, -0.4441
Si, 5.8008, 8.2035, 0.9679, -0.0245, 0.0259, 0.2707
Si, 9.6679, 8.2035, 0.9679, -0.037, 0.1348, -0.1581
Si, 0, 9.5708, 0.9679, -0.088, -0.0497, 0.0589
Si, 3.8672, 9.5708, 0.9679, -0.0828, -0.0673, 0.0552
Si, 7.7343, 9.5708, 0.9679, 0.1498, 0.0155, 0.2127
Si, -0.0484, -0.022, 2.9194, 0.0027, 0.1473, 0.0788
Si, 3.8264, -0.059, 2.9464, -0.0914, 0.1026, 0.1064
Si, 7.7354, -0.0372, 2.9659, -0.0003, 0.0369, 0.0989
Si, 1.8989, 1.3348, 2.9036, -0.066, -0.1461, 0.0683
Si, 5.7793, 1.3088, 2.8476, 0.0319, -0.2209, 0.1659
Si, 9.6682, 1.4132, 2.9564, 0.0575, -0.0361, 0.0007
Si, -0.012, 5.4983, 2.8193, -0.0227, 0.2067, 0
Si, 3.8415, 5.4782, 2.9141, -0.0194, 0.1469, 0.1291
Si, 7.7267, 5.4944, 2.9052, -0.0072, 0.0711, 0.1227
Si, 1.9007, 6.8588, 2.8509, 0.0316, -0.0879, -0.0581
Si, 5.7712, 6.8624, 2.9541, -0.0082, 0.0019, 0.0442
Si, 9.6621, 6.8574, 2.889, -0.0448, -0.054, 0.0447
Si, 1.8766, 2.7561, 4.8017, 0.1667, 0.1978, -0.1693
Si, 5.834, 2.7286, 4.6969, 0.0186, 0.1391, -0.0999
Si, 9.7691, 2.8355, 4.9157, 0.2161, 0.2363, -0.1052
Si, 0.1554, 4.3824, 4.8417, -0.0548, -0.288, 0.1733
Si, 3.8527, 4.0322, 4.8082, 0.1095, -0.4351, -0.1056
Si, 7.7541, 4.0798, 4.8145, -0.0474, -0.1617, -0.2306
Si, 1.7482, 8.1634, 4.7979, 0.1769, 0.1369, 0.053
Si, 5.6889, 8.1654, 4.9788, 0.0954, -0.0652, 0.1011
Si, 9.6398, 8.0905, 4.909, 0.0734, 0.1087, 0.0204
Si, -0.1102, 9.621, 4.9232, -0.0726, -0.0794, -0.2633
Si, 3.7357, 9.5208, 4.9464, -0.1974, -0.1049, -0.1275
Si, 7.7041, 9.5362, 4.9756, -0.1448, -0.2418, -0.1531
Si, 0.0081, 0.1217, 6.8599, 0.1797, -0.3776, 0.2693
Si, 3.7351, 0.2049, 6.7022, 0.2265, -0.41, 0.3556
Si, 7.7093, 0.1145, 6.8434, -0.044, -0.3811, 0.5132
Si, 1.8235, 1.5924, 6.8603, -0.1376, 0.3197, 0.3788
Si, 5.7132, 1.3891, 6.5773, -0.0467, 0.3329, -0.098
Si, 9.6631, 1.4841, 6.8854, -0.0798, 0.4211, 0.2763
Si, 0.0068, 6.2564, 8.0088, 0.5551, -0.2694, -0.3859
Si, 3.387, 5.2953, 6.718, -0.035, 0.0024, 0.3902
Si, 7.8084, 5.0425, 6.9317, -0.272, 0.2479, 0.0513
Si, 1.3626, 6.2246, 6.1011, -0.406, 0.0142, 0.0197
Si, 5.1784, 6.772, 6.9408, -0.1424, 0.7355, -0.1913
Si, 9.5413, 6.6576, 6.8911, -0.1094, 0.3124, -0.0082
O, 6.476, 5.918, 7.4704, 0.3621, -0.3957, -0.1552
O, 4.6489, 7.831, 8.1014, 0.1333, -0.093, -0.2993
O, 0.3644, 10.0496, 8.1579, 0.0789, 0.2731, -0.3161
O, 5.3129, 2.4546, 7.8304, 0.082, 0.0098, -0.2026
O, 0.1367, 7.531, 9.0287, -0.0909, -0.1182, -0.0134
O, 8.8627, 7.8975, 7.7645, -0.1379, 0.118, -0.0524
O, 9.6407, 2.6088, 8.1791, 0.0928, -0.3679, -0.3283
O, 7.6783, 10.1859, 8.3131, -0.0197, 0.2584, -0.3966
O, 4.0265, 10.5853, 8.2498, -0.1528, 0.0533, -0.2772
O, 1.6944, 2.4897, 8.3138, 0.0375, -0.3161, -0.3523
O, 3.0772, 4.7212, 8.2802, 0.0691, -0.0568, -0.2316
O, 12.0598, 4.8565, 8.7893, -0.1695, 0.013, 0.1208
O, 4.039, 4.4649, 22.8575, -0.1213, 0.2406, 0.7046
O, 4.259, 9.7236, 23.2695, -0.0065, 0.0753, 0.187
O, 6.7856, 7.554, 20.144, -0.0574, -0.0224, 0.2415
O, 6.084, 7.3408, 22.7059, 0.0395, -0.0797, 0.5626
O, 9.4271, 7.6905, 22.8712, 0.0008, -0.2228, 0.3224
O, -0.7021, 9.7612, 23.4143, 0.1639, 0.1029, 0.1521
O, 7.7014, 4.3323, 23.1269, -0.1201, 0.2482, 0.3235
O, 9.5849, 2.4349, 23.0094, 0.1621, -0.2817, 0.3408
O, 8.146, 10.0063, 23.1765, -0.0551, 0.075, 0.1691
O, 5.7885, 1.5409, 22.6161, -0.0478, -0.181, 0.5728
O, 2.0015, 1.5837, 22.6455, 0.0408, -0.0157, 0.6124
O, 0.0556, 5.1261, 22.5666, 0.1845, 0.2454, 0.6695
Si, 6.1834, 1.9876, 21.103, 0.0065, -0.0226, -0.3369
Si, 11.4797, 9.1031, 9.3823, 0.004, -0.0879, 0.4184
Si, 7.9887, 7.8724, 11.6475, -0.1051, 0.0352, 0.2729
Si, 1.8326, 11.6492, 21.2721, -0.0943, 0.143, -0.482
Si, 8.3996, -0.5016, 13.1379, -0.0223, 0.027, 0.0482
Si, 1.1381, 4.5747, 14.87, 0.0818, 0.003, -0.014
Si, 5.2087, 13.0081, 16.597, -0.0348, -0.1066, -0.0118
Si, -0.6611, 6.9765, 16.0164, -0.0371, 0.0317, 0.2529
Si, -0.674, -0.7303, 20.2085, 0.1533, -0.0873, -0.3314
Si, 5.7255, 2.5016, 9.4006, -0.1827, -0.0482, 0.4596
Si, 4.5405, 7.9077, 9.7258, -0.0721, 0.0546, 0.3626
Si, 7.5435, 8.0584, 18.8095, 0.1104, 0.1135, -0.0854
Si, 1.7179, 3.3562, 19.8096, 0.0207, 0.1392, 0.1396
Si, -3.1684, 3.5973, 8.6935, -0.0311, -0.006, 0.3973
Si, 2.7649, 4.0791, 12.1558, 0.2896, 0.1301, 0.2782
Si, 3.5124, 9.731, 13.8443, -0.0068, -0.0793, -0.0626
Si, 8.5166, 8.9374, 8.9434, -0.0547, -0.2901, 0.3028
Si, 7.4459, 3.8381, 15.5315, -0.0459, -0.0184, 0.0356
Si, 4.405, 10.7209, 9.8213, -0.1709, -0.1462, 0.2492
Si, -0.8739, 7.4839, 19.0832, -0.0155, 0.1081, 0.0199
Si, 4.2532, 4.4178, 21.2379, -0.1219, 0.1262, -0.521
Si, 5.5682, 7.2429, 21.1641, 0.0075, -0.1709, -0.3923
Si, 1.8268, 3.9556, 9.0452, 0.0058, 0.3484, 0.1523
Si, 6.7211, 0.2576, 18.5167, 0.1028, -0.1447, -0.1002
Si, 9.6741, 11.5557, 17.7552, -0.108, -0.0888, 0.0229
Si, 3.381, 9.0904, 22.0514, 0.2024, 0.1631, -0.5027
Si, 8.63, 3.4335, 22.129, 0.0445, 0.0589, -0.3347
Si, 7.7161, 6.7724, 16.0112, -0.0483, 0.1006, 0.1042
Si, 8.3647, 4.9435, 11.3904, -0.3286, -0.0063, 0.4845
Si, 10.5702, 9.9528, 15.4431, -0.1447, 0.0061, 0.1706
Si, 1.7282, 11.4518, 15.3847, 0.0616, 0.0911, 0.0744
Si, 2.5123, 13.9306, 16.99, -0.0278, 0.0711, 0.1646
Si, 3.6856, 12.554, 13.7426, 0.1058, 0.0794, 0.0157
Si, 6.303, 8.6414, 13.9002, -0.0307, -0.0997, 0.0324
Si, 10.2052, 2.8212, 15.6564, -0.0172, -0.112, 0.1355
Si, 2.2901, 9.2699, 11.1253, 0.2476, 0.0555, 0.1516
Si, 5.247, 5.1203, 11.0137, -0.0338, 0.2165, 0.2883
Si, -3.0031, 13.3978, 13.2186, -0.0521, 0.0099, 0.01
Si, -0.5772, 4.9508, 21.0803, 0.0411, -0.029, -0.5197
Si, 9.5242, 9.3034, 22.6562, -0.0806, 0.1468, -0.3659
O, 9.3413, 6.646, 15.8365, 0.0283, -0.0288, -0.0739
O, 2.802, 4.351, 20.5033, 0.0894, 0.0289, 0.127
O, 2.7193, -0.8014, 15.2311, -0.0333, -0.0265, 0.059
O, 2.9901, 18.9602, 10.2917, -0.0061, -0.0542, -0.0823
O, 7.6671, 8.1117, 10.0705, 0.0806, 0.0655, -0.2602
O, 2.4799, 9.0843, 12.7438, 0.0116, -0.0155, -0.0652
O, 0.2513, 3.7467, 20.3688, -0.0988, 0.0159, 0.0893
O, -0.3416, 6.9722, 17.6253, 0.0108, -0.0339, -0.1328
O, 7.3299, 13.9828, 14.0928, 0.0417, -0.0324, -0.0269
O, 0.3513, 11.0038, 21.1689, -0.0046, 0.0606, 0.2008
O, 16.8166, 9.3375, 10.2182, -0.0121, 0.0101, -0.1415
O, 9.6449, 9.7394, 21.0925, -0.1652, -0.0633, 0.2911
O, 2.2722, 8.0869, 22.7482, -0.2521, -0.5079, 0.5839
O, 2.8117, 10.3521, 21.172, 0.0443, -0.1622, 0.2872
O, 4.1773, 22.0308, 13.198, -0.0045, 0.0263, 0.0042
O, 5.6378, 0.6621, 17.3384, -0.0366, 0.0992, -0.0427
O, 9.7878, 10.1806, 16.8668, 0.0588, 0.0152, -0.1029
O, 5.0261, 3.8024, 10.0764, 0.0071, -0.1309, -0.2536
O, 5.105, 3.139, 20.7027, 0.0118, -0.0848, 0.1345
O, 8.3374, 11.9498, 12.4797, 0.0135, 0.0886, 0.022
O, 2.9961, 10.6796, 10.6607, 0.0284, 0.0725, -0.1074
O, 8.8316, -4.4751, 11.8416, 0.0526, -0.0928, -0.1202
O, 0.0181, 3.485, 15.3011, -0.0274, 0.0393, -0.0012
O, 0.1996, 10.9898, 15.3132, 0.0218, -0.0147, -0.0237
O, 7.011, 9.5853, 18.5276, -0.0429, 0.0087, 0.0075
O, 9.7899, 2.0976, 14.262, 0.0122, -0.0047, -0.052
O, 7.1309, 7.994, 15.1248, 0.0618, -0.0358, 0.041
O, 2.0868, 1.7818, 20.066, 0.016, -0.2019, 0.1497
O, 6.6064, 7.78, 12.5345, 0.1001, 0.0362, -0.082
O, 5.0143, 5.7697, 20.7538, 0.0453, -0.0545, 0.2042
O, 1.6539, -7.3233, 18.2122, 0.0121, -0.054, -0.0746
O, -4.254, 2.6226, 9.4808, 0.1652, 0.029, -0.2019
O, 1.6539, 4.5334, 13.2963, -0.0438, -0.0059, -0.0278
O, 6.7392, 4.923, 11.6497, 0.067, -0.0895, -0.1129
O, 4.3415, 8.3049, 20.9905, -0.2003, 0.1143, 0.2227
O, 8.7995, -1.7317, 12.1369, -0.0351, -0.0212, -0.0748
O, -2.448, -3.0253, 19.0295, -0.0406, -0.0406, 0.0321
O, -0.5663, 6.3089, 20.1706, 0.0287, -0.0525, 0.2061
O, 0.7082, 9.3618, 10.7714, -0.2497, 0.0056, -0.3048
O, -0.0538, 8.8503, 19.5133, -0.0109, 0.0537, 0.0619
O, -0.4318, 8.4525, 15.3697, 0.0226, 0.0017, -0.091
O, -2.5767, 3.6963, 12.2323, 0.0378, 0.0734, -0.124
O, 1.9849, 12.3959, 16.6902, -0.0321, -0.0862, -0.0411
O, 7.6923, 2.5924, 21.1021, 0.1789, 0.0212, 0.2107
O, 8.1344, 11.9153, 18.1192, -0.0024, 0.038, 0.0151
O, 6.8916, 10.1576, 13.7147, 0.079, 0.0358, -0.0108
O, 2.0899, 12.4178, 14.1147, -0.047, -0.0668, -0.001
O, 2.0467, 3.8556, 10.6884, -0.0538, -0.0943, -0.4846
O, 8.8566, 4.7086, 9.8472, 0.0857, -0.0657, -0.3247
O, 4.7025, -2.2685, 14.1873, -0.0105, 0.0761, -0.0136
O, 10.3598, 23.7149, 16.9379, 0.0353, 0.1095, -0.0938
O, 9.002, 25.7266, 16.0416, -0.0161, 0.0299, -0.0208
O, 7.0081, 5.4028, 15.4702, 0.0145, -0.0621, -0.0489
O, 0.4219, 6.0088, 15.2449, 0.0084, -0.0349, -0.0574
O, 9.9088, 9.4293, 9.6388, 0.0638, 0.1647, -0.0752
O, 9.5142, 10.3061, 14.2899, 0.0002, 0.0338, -0.0487
O, 4.0652, 13.7813, 17.467, 0.0393, -0.0319, -0.0701
O, -1.0945, 0.3845, 19.1148, -0.0054, -0.0037, 0.058
O, 5.2489, 12.0682, 10.1632, 0.0712, 0.0914, -0.1675
O, 3.9581, 5.2129, 12.0281, 0.0063, -0.0994, -0.0871
O, 4.6075, 1.9003, 15.0755, -0.0063, -0.0213, -0.0666
O, 6.5075, 3.0388, 16.5762, 0.0727, 0.0652, -0.0021
O, 5.2447, -4.3929, 10.2387, 0.0358, 0.0149, -0.0434
O, 3.6657, 2.773, 12.6127, -0.0689, -0.0459, -0.0239
O, 2.4285, 4.1034, 15.7751, -0.0657, 0.0499, -0.0871
O, 6.1768, 0.7905, 19.9732, -0.0627, 0.102, 0.2063
O, 9.4908, 4.4348, 21.1819, -0.1273, -0.028, 0.2437
O, 7.2271, 7.0838, 17.5384, 0.0176, -0.1006, -0.0786

Results
free energy: -146403.503 eV
free energy less fixed offsets of O -568.88, Si -635.61 eV per atom: 3.737 eV

The program warned: the cutoff lies below the one the program advises for these potential files; the forces do not sum to zero within the program's tolerance; the exchange-correlation potential is rough where the density is thin.
